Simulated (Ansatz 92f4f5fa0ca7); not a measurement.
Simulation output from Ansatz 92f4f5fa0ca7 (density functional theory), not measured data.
Periodic cell of 189 atoms, Si117O72, from a study of silicon, its oxide and their interface. The atomic structure is a simulated model.

Settings
functional: PBE
potential files: Ansatz PAW
basis: plane waves
wave-function cutoff: 700 eV
density cutoff ratio: 5
exchange-correlation grid ratio: 2
k mesh: 2 x 2 x 1, shifted by 0.5 0.5 0.5 of a step
self-consistency stop: 5e-08 eV per atom in the density residual
occupations: Fermi-Dirac, 0.05 eV
spin: none
net charge: 0

Cell vectors (angstrom)
a, 11.5983, 0, 0
b, 0, 11.5983, 0
c, -0.5321, -1.1234, 24.5161

Atoms and the computed forces on them: element, x, y, z (angstrom), force x, y, z (eV/angstrom)
Si, 11.9994, 12.4599, -0.6439, 0.1344, -0.1575, -0.3355
Si, 11.9492, 3.9842, 0.0056, 0.1595, 0.1373, -0.3599
Si, 12.1606, 7.1623, -0.4508, 0.083, -0.0148, 0.0263
Si, 4.1892, 10.782, -0.0583, 0.0266, -0.251, -0.3297
Si, 4.049, 4.5559, -0.0766, 0.1283, 0.2372, -0.3563
Si, 4.3172, 7.6395, 0.4311, 0.206, -0.0142, -0.5349
Si, 8.0432, 11.0268, -0.2642, -0.2966, -0.19, 0.0514
Si, 7.9291, 3.642, -0.3726, -0.1146, 0.2403, 0.0825
Si, 8.1065, 7.8561, 0.0247, 0.0226, 0.0702, 0.3823
Si, 2.1773, 11.5565, 0.9437, 0.0101, 0.1492, 0.0282
Si, 2.2583, 3.9213, 1.334, 0.0741, 0.0209, -0.0958
Si, 2.1948, 7.6265, 1.2984, -0.3283, -0.1064, -0.2809
Si, 6.1121, 11.4804, 1.1215, 0.1063, 0.021, -0.1454
Si, 6.0488, 3.8077, 1.0383, -0.107, 0.0098, -0.0868
Si, 6.2927, 7.5651, 1.5357, 0.2447, 0.1786, -0.2254
Si, 10.1128, 11.6607, 0.8169, -0.0245, 0.1815, -0.249
Si, 9.8929, 3.7601, 1.0834, -0.1685, 0.1016, -0.1909
Si, 10.2212, 7.5781, 1.0439, 0.0061, -0.1037, -0.4788
Si, 2.3182, 1.8456, 2.4557, -0.0042, -0.0543, -0.001
Si, 2.2184, 5.7653, 2.7059, -0.1042, 0.0195, 0.3808
Si, 2.1478, 9.662, 2.4899, -0.1064, 0.1578, 0.1883
Si, 6.066, 1.8834, 2.4202, 0.0541, -0.1547, -0.0797
Si, 6.1714, 5.5675, 2.6413, -0.0606, -0.0539, 0.1293
Si, 6.1926, 9.6304, 2.6197, 0.2484, 0.034, 0.5032
Si, 9.9783, 1.8456, 2.4167, 0.0772, -0.0988, -0.0149
Si, 9.9959, 5.693, 2.482, -0.0271, 0.0001, -0.0968
Si, 10.1521, 9.6456, 2.3096, -0.023, 0.0009, 0.1266
Si, 0.3316, 1.8816, 3.7986, -0.007, -0.0611, -0.0761
Si, 11.8485, 5.6907, 3.9632, 0.1183, -0.0001, 0.0283
Si, 0.293, 9.6441, 3.9373, 0.0126, -0.0484, -0.2148
Si, 4.2066, 1.8749, 3.8715, -0.0582, 0.0024, -0.0014
Si, 4.2127, 5.716, 3.9561, -0.0094, -0.0832, -0.0566
Si, 4.1641, 9.6165, 3.8926, 0.0828, 0.0593, -0.3231
Si, 8.0388, 1.876, 3.7885, 0.0074, 0.0105, -0.0154
Si, 8.1224, 5.6971, 3.9223, -0.0225, -0.0704, -0.0079
Si, 8.2179, 9.6122, 3.8581, -0.1316, 0.1934, -0.2259
Si, 11.9138, 11.615, 5.2482, 0.0288, 0.0261, -0.0368
Si, 11.9103, 3.7439, 5.2878, 0.0337, -0.0427, -0.0046
Si, 11.8912, 7.6565, 5.2656, -0.1009, 0.038, -0.0411
Si, 4.2033, 11.5599, 5.2353, -0.018, 0.0328, -0.0088
Si, 4.1975, 3.791, 5.2903, -0.0483, 0.0573, 0.0639
Si, 4.2058, 7.6572, 5.2631, -0.0263, -0.0552, 0.0768
Si, 8.1098, 11.5762, 5.1904, 0.0544, -0.0746, -0.0464
Si, 8.0989, 3.7672, 5.2609, 0.0952, 0.0398, -0.0186
Si, 8.1192, 7.6484, 5.2387, -0.0303, -0.0428, -0.0673
Si, 2.2688, 11.6043, 6.5879, 0.0548, 0.0011, -0.0719
Si, 2.2581, 3.785, 6.6516, 0.0339, -0.0374, 0.0123
Si, 2.2448, 7.6295, 6.6064, -0.0012, -0.0616, -0.0492
Si, 6.1711, 11.5642, 6.5491, 0.0188, -0.0844, -0.0401
Si, 6.1599, 3.8188, 6.6298, -0.0454, 0.0352, 0.0479
Si, 6.1701, 7.6183, 6.6005, -0.001, 0.1063, 0.0059
Si, 9.9864, 11.6423, 6.6188, -0.0799, 0.0713, -0.0332
Si, 9.9942, 3.7672, 6.6801, -0.0382, -0.0414, 0.0668
Si, 9.9951, 7.6196, 6.665, 0.0533, 0.0059, 0.0642
Si, 2.3404, 1.8788, 8.0394, -0.1154, 0.1284, 0.1481
Si, 2.1773, 5.7112, 8.04, 0.1353, 0.0114, 0.0025
Si, 2.2681, 9.6261, 7.8417, -0.0169, -0.0157, 0.0131
Si, 6.1785, 1.8807, 7.9578, -0.0223, -0.0104, 0.0048
Si, 6.1646, 5.7187, 8.0855, 0.0017, -0.0953, 0.1243
Si, 6.1554, 9.6019, 7.8416, -0.004, 0.0728, -0.0021
Si, 9.942, 1.9028, 8.1135, 0.1404, 0.0624, 0.1497
Si, 10.0507, 5.6815, 8.0984, -0.0874, -0.0219, -0.0302
Si, 9.9566, 9.6485, 7.8495, -0.0068, -0.0889, -0.003
Si, 11.9731, 1.946, 9.3652, 0.0157, 0.1616, -0.2302
Si, 11.9348, 5.6912, 9.5897, 0.0389, -0.0977, 0.1493
Si, 11.9064, 9.6179, 9.1229, 0.0048, 0.0217, -0.3305
Si, 4.3329, 1.8575, 9.4044, 0.0961, 0.0493, -0.1095
Si, 4.1109, 5.6957, 9.3811, -0.0507, -0.0807, -0.0699
Si, 4.2192, 9.612, 9.1561, 0.0384, -0.0634, -0.2809
Si, 7.954, 1.9356, 9.5049, -0.0156, 0.105, 0.0824
Si, 8.1565, 5.6823, 9.5128, -0.0301, -0.0879, 0.0219
Si, 8.0475, 9.6548, 9.2148, -0.0418, -0.0175, -0.2153
Si, 11.9348, 11.5108, 10.4461, -0.0618, -0.0445, 0.2681
Si, 12.0188, 3.636, 11.0573, 0.0684, -0.1898, 0.1143
Si, 11.888, 7.8708, 10.6374, -0.069, 0.0339, 0.2287
Si, 4.3096, 11.4102, 10.6274, 0.187, -0.0281, 0.1883
Si, 4.24, 3.7739, 10.831, -0.0467, 0.0309, 0.0282
Si, 4.1295, 7.7539, 10.5513, -0.149, 0.0304, 0.1937
Si, 7.9627, 11.4792, 10.6819, -0.1534, -0.0658, 0.1977
Si, 8.053, 3.8004, 11.106, -0.0698, 0.1244, 0.0074
Si, 8.115, 7.792, 10.6121, 0.1108, 0.0781, 0.2155
Si, 2.2703, 11.3533, 11.7212, -0.006, -0.1996, 0.5273
Si, 2.4706, 2.8642, 12.2602, 0.107, -0.0293, 0.3428
Si, 2.2292, 8.2815, 11.8985, -0.0048, 0.2774, 0.2303
Si, 6.1269, 10.8551, 12.1352, -0.0224, -0.1011, 0.4721
Si, 6.0047, 4.5893, 12.305, -0.0718, 0.1144, 0.3589
Si, 6.0979, 7.7594, 11.789, 0.0494, 0.0208, 0.3577
Si, 10.0134, 11.541, 11.77, 0.0596, 0.0232, 0.4103
Si, 10.0566, 3.0459, 12.3478, 0.017, -0.264, 0.3624
Si, 9.9842, 8.4729, 11.9549, 0.0031, 0.1127, 0.3858
Si, 3.8075, 5.759, 16.474, 0.2357, 0.1254, 0.1422
Si, 4.3905, 14.2985, 19.9537, -0.0252, -0.0448, -0.3885
Si, 1.6006, 6.8648, 21.5786, 0.1202, -0.1439, -0.3929
Si, 12.6968, 9.7989, 18.2868, 0.0167, 0.053, -0.263
Si, 10.4214, 7.4892, 14.8388, 0.0202, 0.1676, 0.3284
Si, 9.1155, 1.2978, 19.7928, 0.1085, -0.003, -0.3881
Si, 1.5462, 6.5945, 14.4467, -0.1076, 0.1784, 0.3743
Si, 0.2677, 2.4997, 20.0017, -0.0007, 0.0011, -0.3213
Si, 5.5454, -1.2848, 17.3009, 0.0359, -0.1496, -0.0005
Si, 5.8142, 0.588, 15.0512, 0.0071, -0.195, 0.5084
Si, 5.8692, 7.3147, 17.7136, 0.059, -0.0216, -0.1336
Si, -2.5611, 5.4172, 19.6168, -0.1255, 0.155, -0.4445
Si, 8.3643, -3.3171, 18.8966, 0.0848, -0.122, -0.2367
Si, 3.5992, 9.4578, 21.5278, 0.0599, 0.1533, -0.4181
Si, 3.3982, 11.4979, 19.0942, -0.0471, 0.1269, -0.245
Si, 11.4129, 11.1936, 20.6893, 0.0421, 0.1206, -0.4195
Si, 6.1849, 4.9296, 19.4825, 0.0425, 0.0072, -0.416
Si, 6.5808, 9.696, 21.2069, -0.0167, -0.0926, -0.315
Si, 11.4794, 4.4025, 17.8161, 0.0435, -0.0587, 0.0403
Si, 7.5856, 5.0341, 22.1062, -0.1552, 0.0554, -0.4494
Si, 8.0672, 11.8323, 17.0063, 0.1422, -0.0901, 0.066
Si, 4.3659, 3.3446, 14.6643, -0.0564, 0.0803, 0.3677
Si, 10.0713, 9.7698, 16.833, 0.0005, 0.0958, 0.0163
Si, 10.8641, 4.6649, 14.9551, 0.0241, -0.0338, 0.4809
Si, 13.3251, 6.6901, 18.4403, 0.059, 0.0812, -0.22
Si, 6.606, 1.1691, 21.5094, -0.0609, 0.2763, -0.4258
Si, 2.3363, 3.9378, 21.7365, 0.1039, -0.1934, -0.4585
O, 12.0807, 5.503, -0.7942, -0.1182, -0.1663, 0.2718
O, 12.0439, 14.1327, -0.8905, -0.0342, -0.1949, 0.3272
O, -1.3672, 2.4697, 19.9436, 0.0296, -0.0381, 0.1776
O, 3.4348, 4.1215, -1.5664, 0.0765, 0.0103, 0.1921
O, 2.2188, 10.9793, 18.0844, -0.0159, -0.0501, 0.1126
O, 3.3688, 3.8252, 20.4892, -0.1334, 0.0774, 0.2804
O, 7.4641, -3.9473, 17.6719, -0.0519, 0.0156, 0.0685
O, 9.9426, 7.5089, 13.2888, -0.0776, 0.1074, -0.1599
O, 9.829, 11.5117, 20.327, 0.0614, -0.0274, 0.1332
O, 8.0433, 9.4726, 0.2658, 0.1956, 0.1583, -0.3449
O, 3.5716, 10.2861, 22.9281, 0.0495, 0.005, 0.2295
O, 7.9258, 10.7845, -1.9058, 0.2, 0.2665, 0.5443
O, 4.8351, 11.228, 18.413, -0.0126, 0.0231, 0.0466
O, 11.5533, 10.7877, 22.2744, -0.0642, 0.0623, 0.5494
O, 12.2967, 12.5271, 20.2417, -0.0775, -0.06, 0.143
O, 11.048, 3.8172, 16.3535, 0.0247, 0.1262, -0.3026
O, 2.2499, 9.8586, 12.5668, 0.0269, -0.1511, -0.5938
O, 2.3112, 1.2021, 12.5972, 0.0423, 0.3824, -0.3988
O, 6.1402, 11.8089, 13.5034, 0.0318, -0.2365, -0.444
O, 3.0061, 3.4069, 13.7491, -0.2189, -0.1067, -0.276
O, 6.9769, 1.2456, 23.1124, 0.2054, 0.1501, 0.3191
O, 7.1858, 1.0289, 15.8818, -0.1919, 0.0152, -0.2323
O, 6.0456, 6.2679, 12.6104, 0.0923, -0.3075, -0.4268
O, 5.3082, 6.4387, 16.4562, -0.1937, -0.0526, -0.0274
O, 8.9507, 4.9797, 21.1945, -0.0866, -0.0196, 0.2861
O, 4.7598, 1.8256, 15.1256, -0.0671, 0.1426, -0.1683
O, 7.1457, -1.0292, 17.5128, -0.0301, 0.0498, 0.0258
O, 2.5294, 8.2148, 21.5173, -0.0255, -0.1122, 0.1435
O, 10.0536, 1.3728, 12.6859, -0.0929, 0.2614, -0.5237
O, 2.3204, 5.5103, 22.1438, 0.1155, 0.1163, 0.0445
O, 10, 5.9998, 15.3748, 0.0167, -0.0115, -0.1822
O, 3.4487, 13.1245, 19.297, 0.1033, 0.0257, 0.1203
O, 10.1093, 3.7425, 13.8589, -0.0355, -0.1315, -0.3851
O, 8.547, 1.1636, 18.2606, -0.0245, -0.0014, 0.1245
O, 5.632, 3.9495, 13.8041, 0.17, 0.1063, -0.2857
O, 7.6959, 4.852, 18.8556, 0.007, -0.0071, 0.1862
O, 0.8816, 3.3944, 21.2106, 0.0115, 0.0544, 0.2599
O, 3.2036, 10.6087, 20.4373, 0.0076, -0.1972, 0.2548
O, 5.1697, -0.7455, 15.7991, 0.0832, 0.2201, -0.1993
O, 11.9586, 9.9662, 19.7473, -0.0843, 0.0642, 0.2867
O, 0.7067, 5.1833, 14.3374, 0.1089, -0.1505, -0.1585
O, 9.4131, 11.1852, 16.3522, -0.045, -0.0645, 0.039
O, 0.7256, 3.2141, 18.5822, -0.0558, -0.0418, 0.1305
O, 2.1665, 7.077, 13.0296, 0.1018, 0.1134, -0.1041
O, 9.4775, 9.274, 18.2694, 0.0327, -0.0258, 0.0004
O, 7.4537, -2.5585, 20.005, -0.1581, 0.1509, 0.3889
O, 6.3087, 11.2824, 20.9398, 0.063, -0.0282, 0.185
O, 2.8209, 6.5103, 15.4359, -0.1368, 0.006, -0.2372
O, 5.1163, -2.8287, 17.6165, 0.0347, 0.0767, 0.0001
O, 1.2732, 6.5075, 19.9984, -0.0125, 0.0617, 0.5051
O, 4.0259, 4.2058, 16.0313, 0.0408, -0.255, -0.3659
O, 5.3656, 3.598, 18.9585, -0.0516, -0.0307, 0.2029
O, 13.3343, 8.2963, 18.1336, -0.05, -0.0477, 0.0999
O, -1.3332, 4.8305, 18.7842, -0.0038, -0.0352, 0.079
O, 4.3339, 9.1201, -0.4014, -0.1559, 0.1875, 0.33
O, 6.0957, 9.2304, 12.6626, 0.0337, 0.2585, -0.5118
O, 7.8863, 1.7884, 20.7198, -0.1102, -0.0778, 0.1624
O, -2.4612, 7.0472, 19.6197, -0.0303, -0.0556, 0.0707
O, 6.2877, 4.9004, 21.1127, 0.1514, 0.0314, 0.35
O, 0.3261, 6.964, 22.6436, -0.2641, -0.2756, 0.4936
O, 5.1281, 8.9329, 21.2238, -0.0198, -0.0095, 0.153
O, 0.4497, 7.7005, 14.9633, 0.0298, -0.0643, -0.1376
O, 8.1328, 4.9943, -1.2905, 0.0054, -0.3209, 0.074
O, 7.9826, 7.5679, -1.5993, 0.0493, -0.0866, 0.1895
O, 5.5936, 6.4032, 19.0563, -0.0442, -0.0382, 0.1315
O, 4.5151, 6.1483, -0.3454, -0.396, -0.0931, 0.2533
O, 14.7579, 6.0221, 17.9716, -0.0368, 0.0121, 0.0261
O, 10.0419, 10.0561, 12.5873, -0.0548, -0.2934, -0.5024
O, 5.2893, 13.6534, 21.1534, 0.1217, -0.085, 0.2616
O, 11.6586, 10.0117, 17.0498, -0.0001, -0.0339, 0.0648
O, 9.72, 8.6621, 15.7015, 0.0794, -0.1773, -0.1528
O, 12.2694, 5.8134, 17.5453, 0.0286, 0.0007, 0.0371

Results
free energy: -115333.653 eV
free energy less fixed offsets of O -569.03, Si -635.61 eV per atom: 2.877 eV
pressure: -0.69 GPa
stress xx, yy, zz, yz, xz, xy (GPa, positive in tension): -0.62, 2.18, 0.51, 0.09, 0.01, 0.64

The program warned: the cutoff lies below the one the program advises for these potential files.
